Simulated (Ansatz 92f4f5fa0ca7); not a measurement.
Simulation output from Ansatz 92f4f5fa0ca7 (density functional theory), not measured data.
Periodic cell of 171 atoms, Si99O72, from a study of silicon, its oxide and their interface. The atomic structure is a simulated model.

Settings: functional r2SCAN; potential files Ansatz norm-conserving; basis plane waves; wave-function cutoff 1300 eV; density cutoff ratio 4; exchange-correlation grid ratio 1; k mesh 2 x 2 x 1, shifted by 0.5 0.5 0.5 of a step; self-consistency stop 5e-08 eV per atom in the density residual; occupations Fermi-Dirac, 0.05 eV; spin none; net charge 0.

Cell vectors (angstrom)
a  11.5403  0  0
b  0  11.5403  0
c  -2.6459  3.8021  22.6889

Atoms: element, x, y, z (angstrom)
Si  7.6601  2.6239  0.067
Si  7.8183  5.5845  0.7069
Si  7.6024  8.5767  0.0342
Si  0.2198  2.4437  0.068
Si  0.1738  5.4984  0.5197
Si  0.1541  8.5612  -0.073
Si  4.1034  2.572  0.4137
Si  4.0272  5.5808  0.6804
Si  4.0777  8.6229  0.3113
Si  -1.8316  1.8939  1.2268
Si  -1.7332  5.53  1.8536
Si  -1.8544  9.2509  1.1753
Si  2.072  1.9154  1.4795
Si  2.0563  5.5575  1.8722
Si  2.0144  9.2211  1.3699
Si  5.9707  2.0081  1.6941
Si  5.9071  5.5704  1.9981
Si  5.9232  9.2116  1.6469
Si  -1.8073  3.5348  2.9918
Si  -1.8409  7.5553  2.9268
Si  -1.8603  11.3614  2.53
Si  2.0511  3.6113  3.0929
Si  2.0193  7.5371  3.0291
Si  2.0349  11.3348  2.6596
Si  5.9103  3.6737  3.2745
Si  5.9003  7.4993  3.2084
Si  5.8889  11.3855  2.7753
Si  7.8904  3.6262  4.4594
Si  7.8678  7.4363  4.4271
Si  7.8248  11.3899  4.1172
Si  0.0951  3.6037  4.3614
Si  0.0516  7.5165  4.2908
Si  0.0501  11.369  4.0191
Si  3.924  3.6603  4.5115
Si  3.9152  7.5057  4.4473
Si  3.9288  11.3592  4.1535
Si  7.7591  1.6909  5.7247
Si  7.887  5.5102  5.825
Si  7.7622  9.4719  5.5117
Si  0.1047  1.6553  5.6304
Si  0.0636  5.5818  5.6381
Si  -0.0555  9.4911  5.4909
Si  3.912  1.6667  5.7166
Si  3.9123  5.5963  5.8362
Si  3.8846  9.4935  5.6424
Si  -1.8135  1.6885  7.0046
Si  -1.7069  5.5062  7.1641
Si  -1.9486  9.3785  6.925
Si  2.0049  1.7467  7.0938
Si  1.9003  5.6784  7.0957
Si  1.8351  9.4961  6.8434
Si  5.7897  1.76  7.1428
Si  5.8982  5.4637  7.1602
Si  5.8874  9.4514  6.9267
Si  -1.5215  3.506  8.4993
Si  -1.9662  7.4879  8.4004
Si  -2.0782  11.2862  8.2211
Si  2.1166  3.8538  8.5184
Si  1.7846  7.7005  8.3155
Si  1.6752  11.2842  8.316
Si  5.8146  3.6429  8.7901
Si  5.8763  7.4945  8.2886
Si  5.7211  11.3074  8.3231
Si  8.0718  3.7913  9.7822
Si  7.6815  6.9836  9.8549
Si  7.6051  11.1975  9.7008
Si  0.5335  3.1532  10.1063
Si  -0.1764  8.0705  9.7405
Si  -0.4757  11.1764  9.8772
Si  3.7472  4.7136  10.2004
Si  3.8465  7.7408  9.3559
Si  3.7272  10.8353  9.4371
Si  0.1438  7.1884  12.6791
Si  7.9518  13.5749  17.3231
Si  2.054  12.1097  11.1582
Si  10.8878  9.1645  16.6604
Si  2.7019  12.1531  13.802
Si  2.7891  14.5637  15.2026
Si  1.9326  8.966  17.9129
Si  -2.5505  1.4976  11.5819
Si  5.2278  1.7322  14.3764
Si  2.1401  9.5586  12.8505
Si  1.7074  4.4907  12.6067
Si  5.3855  12.0612  17.1821
Si  9.9937  13.3948  19.753
Si  4.9512  8.7516  13.686
Si  3.1512  16.6776  20.8521
Si  10.2716  6.2527  17.5058
Si  8.2216  4.6698  15.9399
Si  -4.0741  9.0182  11.9433
Si  6.6112  7.1709  15.3982
Si  -2.211  8.4029  14.1676
Si  1.1611  6.1838  19.0191
Si  3.0759  13.6995  20.8067
Si  0.3532  11.4416  18.3145
Si  4.8952  9.1987  16.6661
Si  -3.3785  13.7586  14.3506
Si  2.5315  13.4079  17.7404
Si  10.1972  5.0171  20.0906
O  2.3345  12.9943  15.1114
O  7.1423  2.1733  -1.454
O  10.1677  7.8876  17.4049
O  7.7759  6.9405  -0.2345
O  7.0099  8.9758  -1.4777
O  9.4512  5.6818  18.7933
O  0.2169  4.0766  -0.3889
O  0.4181  1.4895  -1.2719
O  0.1677  6.9033  -0.3943
O  0.3009  9.2554  -1.565
O  3.096  4.3741  11.7269
O  2.5634  13.7932  19.2891
O  3.6219  15.1725  21.1474
O  -3.503  7.8375  14.9796
O  9.0866  13.2585  18.414
O  4.0743  7.0036  -0.2165
O  4.3822  9.4976  -1.0514
O  1.1936  1.6181  10.216
O  -4.0548  7.4742  11.4291
O  0.9205  8.5534  13.0824
O  -3.8474  0.7435  10.9384
O  5.9264  7.9245  16.689
O  8.5375  3.7902  14.6021
O  1.1261  5.9537  13.0266
O  -1.2395  7.2269  13.5619
O  -2.8811  3.0525  11.1612
O  -0.5492  9.5836  10.3293
O  -1.2054  12.2533  11.0121
O  3.9144  9.2768  10.0723
O  2.5375  14.7806  16.8056
O  2.5363  5.3641  19.3437
O  5.546  10.4673  17.4497
O  3.8178  6.3915  10.3691
O  3.598  12.0307  10.6124
O  2.2421  10.6332  14.0824
O  6.0884  9.416  12.7251
O  0.3272  5.8328  17.6308
O  7.8205  15.1953  17.1517
O  6.5751  12.9066  17.9032
O  10.4838  14.9592  19.8777
O  -1.3291  9.3213  15.1924
O  0.5533  3.8396  11.6209
O  3.4702  8.8883  17.3992
O  4.7064  9.5769  15.0828
O  1.6276  7.7391  18.9279
O  1.5022  10.3274  18.7302
O  3.8941  12.5343  17.5635
O  -0.1432  7.1102  11.0854
O  8.3201  13.0163  15.8135
O  -2.8054  9.2994  12.9398
O  4.0655  4.1534  -0.2157
O  -3.9266  9.7739  10.5171
O  1.807  10.4932  11.5427
O  3.5366  8.7047  12.8855
O  4.2861  0.8131  13.4181
O  1.8959  12.8503  12.588
O  1.9528  15.4025  14.1101
O  7.9203  5.3854  10.1666
O  5.5296  7.2856  14.1626
O  9.5646  5.5522  16.2243
O  11.1643  12.2604  19.525
O  4.561  1.6155  -0.8283
O  -2.4579  1.5074  13.2192
O  6.9236  5.6275  15.7414
O  -0.7837  10.588  17.4703
O  0.0522  5.8703  20.1804
O  6.6375  13.713  13.7423
O  4.3856  3.0671  14.8352
O  1.1643  12.5634  17.4511
O  7.7984  4.2499  -0.2638
O  0.956  8.8496  16.5952
O  5.5821  12.3131  15.6111

Results
free energy: -45070.617 eV
free energy less fixed offsets of O -463.61, Si -117.95 eV per atom: -13.647 eV
pressure: -2.22 GPa
stress xx, yy, zz, yz, xz, xy (GPa, positive in tension): 1.87, 2.84, 1.94, -0.06, -0.83, -1.01

Forces (eV/angstrom), in the order of the atoms: element, x, y, z
Si  -0.0299  0.3802  -0.636
Si  0.2315  -0.0351  -0.9053
Si  -0.1016  -0.509  -0.5025
Si  0.0818  0.2591  -0.4048
Si  -0.0289  -0.0806  -0.8308
Si  0.19  -0.2689  -0.4052
Si  0.123  0.2973  -0.7497
Si  0.0319  -0.0416  -1.1425
Si  -0.142  -0.4024  -0.7124
Si  -0.1317  0.1561  -0.1956
Si  -0.1485  0.0211  -0.3006
Si  -0.1169  -0.2217  -0.1363
Si  0.0266  0.0898  -0.2245
Si  -0.0917  -0.0284  -0.2802
Si  0.1415  -0.0769  -0.176
Si  -0.0617  0.0682  -0.1048
Si  -0.0193  -0.0159  -0.1754
Si  0.048  0.0425  -0.1004
Si  -0.0257  -0.1181  0.1018
Si  0.0092  0.0823  0.0577
Si  0.0759  0.0602  -0.166
Si  0.0783  -0.1127  0.3292
Si  0.0176  0.1456  0.3131
Si  -0.0463  -0.0885  -0.1217
Si  0.0878  -0.0425  0.3591
Si  -0.0669  0.0542  0.3274
Si  -0.0885  -0.0635  -0.1932
Si  -0.1147  -0.0205  -0.0435
Si  0.0013  0.0764  -0.1204
Si  -0.0065  -0.0481  0.0638
Si  -0.0785  -0.1108  0.0102
Si  -0.0088  0.1918  -0.0554
Si  0.0441  -0.0012  0.0612
Si  -0.178  -0.097  -0.0824
Si  -0.0175  0.0296  -0.094
Si  0.044  -0.0044  0.0662
Si  0.0672  0.1443  -0.0199
Si  -0.0588  -0.1087  0.2476
Si  -0.0342  0.0394  0.1337
Si  0.0076  0.0551  -0.0288
Si  -0.017  0.0416  0.0522
Si  0.1395  -0.1201  0.0428
Si  -0.0227  0.0283  -0.0718
Si  0.0789  -0.0751  0.1458
Si  0.0171  0.0487  0.018
Si  0.0339  0.0117  -0.022
Si  0.1756  -0.1013  0.0896
Si  0.0473  0.0015  0.0173
Si  0.0067  0.0973  0.3004
Si  -0.0966  0.0851  -0.0663
Si  -0.0588  0.2646  -0.1591
Si  -0.0764  0.1111  0.1568
Si  -0.1291  -0.0904  -0.0898
Si  0.0957  -0.0871  -0.1213
Si  0.0024  -0.1018  0.3073
Si  -0.1582  0.1175  0.2559
Si  0.0573  0.0718  0.5239
Si  0.0141  -0.0512  0.3169
Si  -0.3514  0.042  0.1476
Si  0.079  -0.3226  0.5092
Si  0.3739  0.2558  0.2528
Si  0.4008  0.0683  0.3002
Si  0.1035  -0.1413  0.342
Si  0.0584  0.3567  0.2791
Si  -0.0422  -0.2483  0.1033
Si  -0.2905  -0.0743  0.3053
Si  0.0046  0.5325  -0.3827
Si  -0.0085  -0.1555  0.5508
Si  -0.9607  -0.1395  -0.9174
Si  -0.4767  0.2187  0.2019
Si  0.0842  0.2951  0.8721
Si  0.1423  -0.0974  0.4421
Si  -0.0956  0.0673  0.4615
Si  -0.1376  0.0397  -0.0906
Si  0.6386  0.2242  0.1155
Si  -0.0467  0.0387  -0.0942
Si  0.1848  -0.094  0.7062
Si  -0.0364  -0.0516  0.297
Si  0.0284  -0.0603  -0.0391
Si  -0.1292  0.0443  0.2828
Si  0.1289  -0.015  0.0712
Si  0.0966  -0.0781  0.769
Si  -0.0154  0.0225  0.3941
Si  0.0582  -0.0306  -0.0305
Si  0.2074  -0.181  -0.4066
Si  -0.0438  -0.0174  0.2009
Si  -0.0385  -0.0479  -0.0242
Si  0.0079  0.2215  -0.3635
Si  0.0383  0.1273  -0.0849
Si  -0.0017  0.1104  0.1397
Si  0.0374  -0.166  0.0047
Si  0.0821  0.0462  0.272
Si  -0.0089  0.3227  -0.3749
Si  -0.0226  0.1581  -0.0548
Si  0.0517  -0.1705  -0.1855
Si  -0.1047  0.0523  0.195
Si  -0.0802  0.1242  0.0792
Si  0.0224  -0.0481  -0.4222
Si  0.11  0.2186  -0.2293
O  0.2507  0.1853  -0.3137
O  -0.1726  -0.0974  0.5059
O  0.1839  -0.1762  -0.0831
O  -0.039  0.4704  0.6455
O  -0.0737  0.1149  0.4251
O  0.2971  -0.1661  0.2343
O  -0.0735  -0.3757  0.7151
O  -0.0791  0.2449  0.2253
O  -0.0589  0.4633  0.6094
O  -0.0873  -0.1644  0.4177
O  0.2149  0.045  -0.5443
O  0.1291  -0.0978  0.3491
O  -0.1985  -0.0225  -0.0591
O  -0.0193  0.024  -0.1779
O  0.0376  0.0962  0.2373
O  -0.0645  0.3926  0.8966
O  0.0706  -0.1579  0.2517
O  -0.3026  0.0057  0.5699
O  0.0686  0.2063  -0.3262
O  0.0468  -0.0374  -0.3634
O  0.2362  -0.2111  -0.2103
O  -0.0599  0.1349  -0.3264
O  -0.1788  -0.289  0.1688
O  0.0459  -0.1679  -0.3499
O  0.154  0.1411  -0.2476
O  0.0554  -0.2736  -0.2441
O  0.4629  0.1078  0.0103
O  0.4177  -0.3157  -0.0945
O  -0.0943  -0.0496  -0.6101
O  0.112  -0.3454  -0.1545
O  0.0357  -0.0045  0.5073
O  -0.1129  0.1069  -0.1937
O  0.116  -0.4949  -0.5864
O  -0.2928  -0.2668  -0.0484
O  0.0808  -0.019  -0.6546
O  0.1797  -0.2251  -0.1056
O  -0.1388  0.1247  0.4156
O  0.1212  -0.2196  -0.1366
O  0.0644  0.0314  -0.2463
O  -0.1267  -0.017  0.0921
O  -0.1136  -0.2977  -0.0444
O  -0.0151  -0.4344  -0.442
O  0.0367  0.1012  -0.1024
O  0.1225  -0.2682  -0.1157
O  -0.1488  -0.2508  -0.006
O  -0.1666  0.0947  -0.2125
O  -0.0625  0.074  -0.0115
O  0.024  0.3341  -0.3267
O  -0.1367  0.2554  -0.0312
O  -0.231  -0.1726  -0.2265
O  -0.0739  -0.3646  0.953
O  0.0571  0.218  0.0208
O  -0.2208  0.4681  -0.2353
O  -0.0734  0.2485  -0.1254
O  -0.2821  0.076  0.2215
O  0.0942  -0.3331  -0.3127
O  0.0747  0.1294  -0.484
O  -0.0383  0.0107  -0.3465
O  0.1155  0.4106  0.0697
O  -0.1405  -0.0842  0.2289
O  -0.0958  0.2232  0.0809
O  0.0285  0.1451  -0.0614
O  -0.0574  0.0178  -0.4901
O  0.1993  0.0907  -0.0338
O  0.3484  -0.04  0.089
O  -0.1121  -0.1655  -0.1381
O  0.1643  -0.0652  0.2007
O  -0.145  -0.2896  -0.0357
O  0.1002  -0.0126  0.2693
O  -0.0977  -0.4388  0.7113
O  -0.1532  0.0951  0.3085
O  -0.0745  0.1315  -0.0173
